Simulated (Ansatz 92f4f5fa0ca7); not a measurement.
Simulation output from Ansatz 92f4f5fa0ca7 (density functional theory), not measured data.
Periodic cell of 414 atoms, Si266O148, from a study of silicon, its oxide and their interface. The atomic structure is a simulated model.
Doubt: the cutoff is far below the 930 eV that the study's wrapper takes by default for these files, so forces and energies are approximate.
This geometry differs little from another in the collection (a relaxation step or a small displacement).

Settings: functional PBE; potential files Ansatz PAW; basis plane waves; wave-function cutoff 580 eV; density cutoff ratio 5; exchange-correlation grid ratio 1; k mesh 1 x 1 x 1, Gamma-centred; self-consistency stop 5e-08 eV per atom in the density residual; occupations fixed; spin none; net charge 0.

Cell vectors (angstrom)
a  15.4687  0  0
b  0  12.8259  0
c  0  0  36.2468

Atoms and the computed forces on them: element, x, y, z (angstrom), force x, y, z (eV/angstrom)
Si  -0.0099  1.1712  33.5791  0.0046  0.0003  -0.0062
Si  3.8968  1.1707  33.5873  0.0032  -0.0034  -0.0027
Si  7.7569  1.1705  33.5596  -0.0011  -0.0008  -0.0072
Si  11.5985  1.1759  33.5589  -0.0027  0.0035  -0.0076
Si  1.9649  7.5962  33.5704  0.0008  -0.0047  -0.0093
Si  5.8019  7.5934  33.5723  0.0003  -0.0044  -0.0099
Si  9.6901  7.5889  33.5782  -0.0007  -0.0038  -0.0104
Si  13.5572  7.59  33.5704  0.0016  -0.0052  -0.0065
Si  1.9336  5.247  33.9799  0.046  0.2185  0.0519
Si  5.8008  5.247  33.9799  0.1713  0.1675  0.0606
Si  9.6679  5.247  33.9799  0.0912  0.0433  -0.0389
Si  13.5351  5.247  33.9799  0.1113  0.1127  -0.0525
Si  0  11.6599  33.9799  0.1994  0.1089  -0.0283
Si  3.8672  11.6599  33.9799  0.1093  0.1106  -0.2014
Si  7.7343  11.6599  33.9799  -0.0168  0.1659  -0.0588
Si  11.6015  11.6599  33.9799  -0.0269  0.0578  -0.1357
Si  0  4.664  35.2166  -0.0575  0.0445  0.004
Si  3.8672  4.664  35.2166  -0.0572  -0.003  -0.026
Si  7.7343  4.664  35.2166  -0.0341  0.0403  0.0265
Si  11.6015  4.664  35.2166  -0.0149  0.0209  -0.0168
Si  1.9336  11.0769  35.2166  -0.069  0.0074  -0.0133
Si  5.8008  11.0769  35.2166  -0.0029  -0.0271  -0.0307
Si  9.6679  11.0769  35.2166  -0.0003  -0.0004  -0.0312
Si  13.5351  11.0769  35.2166  -0.0324  -0.0494  -0.0573
Si  0  2.332  35.6289  -0.0742  0.0463  0.0982
Si  3.8672  2.332  35.6289  0.0929  0.064  0.1467
Si  7.7343  2.332  35.6289  0.0773  0.029  -0.0343
Si  11.6015  2.332  35.6289  -0.0417  0.0041  -0.0209
Si  1.9336  8.745  35.6289  0.0791  0.0389  0.0863
Si  5.8008  8.745  35.6289  -0.0367  0.0311  0.0998
Si  9.6679  8.745  35.6289  0.0637  0.0174  0.1068
Si  13.5351  8.745  35.6289  0.0254  0.015  0.0507
Si  1.9336  1.749  0.6188  0.0026  -0.0296  -0.022
Si  5.8008  1.749  0.6188  -0.0215  0.0018  0.0014
Si  9.6679  1.749  0.6188  -0.0003  0  0.0072
Si  13.5351  1.749  0.6188  0.0057  -0.0021  0.0005
Si  0  8.162  0.6188  -0.0668  0.0022  -0.0104
Si  3.8672  8.162  0.6188  -0.016  0.0155  0.0268
Si  7.7343  8.162  0.6188  0.0243  -0.0131  -0.0123
Si  11.6015  8.162  0.6188  -0.0272  0.0118  0.0028
Si  0  5.83  1.031  0.0414  -0.0239  -0.009
Si  3.8672  5.83  1.031  0.0502  -0.0205  -0.0218
Si  7.7343  5.83  1.031  0.0356  -0.0082  -0.0076
Si  11.6015  5.83  1.031  0.0106  -0.0122  -0.0116
Si  1.9336  12.2429  1.031  0.0623  -0.0082  -0.0012
Si  5.8008  12.2429  1.031  0.0017  0.0245  0.0379
Si  9.6679  12.2429  1.031  0.0008  -0.0231  -0.0169
Si  13.5351  12.2429  1.031  0.0294  0.0301  0.0098
Si  1.9336  5.247  2.2678  -0.1583  -0.0221  -0.1813
Si  5.8008  5.247  2.2678  -0.0819  -0.0565  -0.3209
Si  9.6679  5.247  2.2678  0.0706  -0.0474  -0.1929
Si  13.5351  5.247  2.2678  -0.0732  0.0133  0.1308
Si  0  11.6599  2.2678  -0.0783  -0.0362  -0.0261
Si  3.8672  11.6599  2.2678  -0.1039  -0.0555  -0.1084
Si  7.7343  11.6599  2.2678  0.0619  -0.0433  -0.0074
Si  11.6015  11.6599  2.2678  -0.0961  -0.0247  0.0217
Si  1.9336  2.915  2.68  0.0037  0.0429  0.0592
Si  5.8008  2.915  2.68  0.0347  0.02  0.0552
Si  9.6679  2.915  2.68  -0.0114  0.0581  0.0639
Si  13.5351  2.915  2.68  0.0137  0.0372  0.0392
Si  0  9.328  2.68  0.0724  -0.0498  -0.025
Si  3.8672  9.328  2.68  0.0215  -0.0116  0.013
Si  7.7343  9.328  2.68  -0.0144  -0.0531  -0.0339
Si  11.6015  9.328  2.68  0.034  -0.0176  0.0024
Si  -0.1399  0.2915  27.1334  0.0223  -0.0002  -0.0005
Si  4.3421  0.2615  26.3286  -0.005  -0.0149  0.0089
Si  7.5285  0.6067  26.7887  -0.006  0.0008  0.0027
Si  12.1092  -0.1885  26.9492  -0.0073  0.001  -0.0207
Si  1.6336  6.4422  26.9858  -0.0031  0.0164  0.0033
Si  6.2591  6.4722  27.1293  0.0093  0.0164  -0.0262
Si  9.3978  6.6123  27.1133  -0.0119  0.0087  -0.0095
Si  13.9522  6.5691  27.0712  -0.0093  0.0063  -0.0036
Si  2.0931  4.1656  27.4144  0.0058  -0.0328  -0.0104
Si  5.9541  4.2012  27.4773  -0.0067  -0.0387  -0.0021
Si  9.8715  4.3384  27.3396  -0.0077  -0.0297  -0.0035
Si  13.6855  4.2569  27.327  0.0015  -0.0114  0.0006
Si  0.4309  10.8479  26.961  0.0204  0.0197  0.0247
Si  4.0292  10.2338  27.1538  -0.0099  -0.026  -0.0031
Si  7.8837  10.3913  27.107  -0.0054  -0.0129  -0.0115
Si  11.6277  10.4028  27.5379  0.0063  0.004  0.0024
Si  0.1072  3.5579  28.5869  -0.0034  0.0096  -0.0033
Si  3.9893  3.7028  28.7231  0.0087  0.0109  0.009
Si  7.9219  3.6002  28.5866  0.0035  0.0241  -0.0142
Si  11.7383  3.5893  28.5485  0.0058  0.0056  0.0021
Si  2.0932  10.0477  28.4657  -0.0062  -0.0057  -0.0016
Si  5.9573  10.0186  28.4726  0.0064  -0.0024  0.0008
Si  9.6447  9.914  28.6159  -0.0103  0  -0.0063
Si  13.4823  9.8555  28.7799  -0.0364  -0.0101  0.0229
Si  0.0489  1.3059  29.203  0.0115  0.0009  0.0009
Si  3.868  1.3972  29.192  -0.0182  -0.0075  -0.0192
Si  7.7707  1.3252  29.0108  -0.0032  -0.0062  0.0005
Si  11.6154  1.2205  28.8604  -0.0005  0.0009  0.0058
Si  1.9756  7.7116  28.975  -0.0035  0.0013  -0.0039
Si  5.8891  7.7244  29.0752  0.0043  0.0117  0.0028
Si  9.6945  7.6532  29.1716  -0.0083  0.0079  0.0002
Si  13.594  7.5769  29.1686  0.0055  0.0004  0.0064
Si  1.9726  0.6783  30.3812  0.0007  -0.014  0.0031
Si  5.8516  0.6834  30.2533  0.0013  -0.0077  0.0047
Si  9.7081  0.632  30.1646  0.0026  0.0014  0.0039
Si  13.5061  0.6594  30.2498  -0.0059  0.004  0.0092
Si  0.1026  7.0633  30.3152  0.0009  -0.0059  -0.0056
Si  3.9056  7.1233  30.2381  -0.0005  -0.0109  0.0051
Si  7.7589  7.0735  30.3625  0.0036  -0.0016  -0.0061
Si  11.6353  6.9679  30.3106  0.0094  -0.0081  0.0124
Si  0.0781  4.7274  30.6579  0.0003  0.0022  -0.0041
Si  3.9323  4.8101  30.7633  0.0023  0.0034  -0.0129
Si  7.8023  4.7357  30.6702  0.0027  -0.0017  0.0015
Si  11.6607  4.6448  30.6776  -0.0036  0.0042  -0.004
Si  1.9879  11.1464  30.5999  -0.0029  0.0087  0.0013
Si  5.8557  11.1573  30.5862  -0.0018  0.0048  -0.003
Si  9.6695  11.139  30.6414  -0.0015  0.0052  0.0001
Si  13.5784  11.1605  30.7195  0.0054  0.0057  0.0003
Si  1.9788  4.115  31.9203  -0.0016  0.0034  -0.0019
Si  5.866  4.1183  31.9148  0.0036  0.0033  0.0031
Si  9.7099  4.0876  31.9096  -0.0016  0.0042  -0.0022
Si  13.6011  4.1087  31.9047  0.0051  0.0105  -0.002
Si  0.0622  10.5412  31.8964  0.0063  0.0037  -0.0113
Si  3.9125  10.5569  31.8588  -0.001  0.0022  -0.005
Si  7.7461  10.5461  31.8933  -0.0003  -0.0034  -0.0153
Si  11.6097  10.5163  31.89  -0.0012  0.0012  -0.0125
Si  1.9518  1.7979  32.4209  0.0006  0.0025  0.0008
Si  5.8237  1.7853  32.3423  0.0019  0.001  0.0036
Si  9.6813  1.7503  32.2809  -0.0004  -0.0012  -0.0031
Si  13.5318  1.7786  32.3307  -0.0013  -0.0063  -0.0084
Si  0.0364  8.2114  32.3608  -0.0028  -0.002  -0.0025
Si  3.8888  8.2328  32.3197  0.0033  0.0008  -0.003
Si  7.7496  8.222  32.3918  0.0011  0.0027  -0.0009
Si  11.6249  8.1787  32.3383  -0.0014  -0.004  -0.0042
Si  0  2.332  3.9167  -0.1233  -0.1145  0.0858
Si  3.8672  2.332  3.9167  -0.0043  -0.1261  0.1382
Si  7.7343  2.332  3.9167  0.0338  -0.1883  0.1118
Si  11.6015  2.332  3.9167  -0.0254  -0.0645  0.3729
Si  1.9336  8.745  3.9167  -0.2338  -0.1128  -0.1913
Si  5.8008  8.745  3.9167  0.0767  -0.1342  -0.2045
Si  9.6679  8.745  3.9167  0.0327  -0.0872  0.1708
Si  13.5351  8.745  3.9167  -0.1968  -0.1657  0.1853
Si  1.8821  6.3963  4.3139  0.0024  0.0017  0.0062
Si  5.7636  6.3955  4.2952  0.0002  0.0043  0.0045
Si  9.6687  6.3981  4.31  0.0015  0.0029  0.0023
Si  13.5002  6.3992  4.3591  -0.0018  0.0038  0.0075
Si  -0.0493  12.8239  4.3262  -0.0036  0.0017  0.0066
Si  3.8298  12.8222  4.3116  0.0019  0.0029  0.0073
Si  7.7407  12.8245  4.3258  0.0035  0.0032  0.0066
Si  11.5614  12.8151  4.339  -0.001  0.0046  0.0042
Si  -0.0306  5.7782  5.5841  -0.0009  -0.0021  0.0009
Si  3.817  5.7433  5.4737  -0.0067  0.0023  0.0038
Si  7.7105  5.7329  5.4325  0.0044  0.0008  -0.0037
Si  11.5522  5.7847  5.6093  -0.0028  0.0008  0.0086
Si  1.8795  12.2554  5.553  0.006  -0.0001  0.0014
Si  5.7807  12.2384  5.5001  -0.0027  -0.0011  -0.0025
Si  9.6435  12.2195  5.6243  -0.003  -0.0023  0.005
Si  13.4803  12.2056  5.5677  0.0029  0.0001  0.0042
Si  -0.0276  3.4528  6.0087  -0.0025  -0.0024  0.0096
Si  3.8564  3.4345  6.0287  -0.0004  -0.0006  0.0089
Si  7.7434  3.4417  6.0104  0.0012  -0.0089  0.0084
Si  11.5936  3.4334  6.0668  -0.0006  0.0008  0.0135
Si  1.8472  9.92  5.9415  -0.0056  -0.0037  0.0001
Si  5.8146  9.9106  5.9458  0.0023  0.0002  -0.0028
Si  9.645  9.8773  6.0195  0.0012  -0.0038  0.0032
Si  13.4679  9.8681  6.0158  -0.0013  -0.0027  0.0027
Si  1.8897  2.8854  7.2736  -0.0053  0.0005  -0.0083
Si  5.8233  2.9039  7.2984  0.0033  0.006  0.0025
Si  9.6439  2.8243  7.3248  0.0026  -0.0035  -0.0085
Si  13.5523  2.8298  7.3268  0.0013  0.0063  0.0076
Si  -0.058  9.2227  7.1975  0.0032  -0.0031  -0.0007
Si  3.8231  9.2787  7.0042  -0.0037  0.0027  0.0004
Si  7.702  9.1952  7.2061  0.0069  0.0048  0.0044
Si  11.5467  9.2911  7.3271  -0.0015  0.0062  0.0128
Si  -0.0324  6.9251  7.6543  -0.0023  0.0105  -0.0006
Si  3.7762  6.9801  7.4348  0.0016  -0.0023  0.0006
Si  7.6552  6.8493  7.4459  -0.0048  0.0098  -0.002
Si  11.4692  6.9436  7.6833  0.0001  0.0028  -0.0074
Si  1.8109  13.3603  7.646  -0.0027  0.0077  -0.0079
Si  5.7493  13.3776  7.5458  0.006  0.0045  -0.0023
Si  9.6056  13.3188  7.7474  -0.0002  0.0059  -0.0022
Si  13.4578  13.29  7.6635  -0.0036  0.0067  0
Si  1.9851  6.4482  8.8445  0.006  0.0013  0.0016
Si  5.6832  6.3739  8.6084  -0.0023  -0.0079  0.0028
Si  9.4567  6.246  8.7981  0.0064  -0.009  -0.0103
Si  13.4512  6.3041  8.8083  -0.0059  -0.0055  -0.004
Si  -0.0962  12.503  8.8078  -0.0072  0.0023  -0.0075
Si  3.8041  12.7834  8.7175  -0.0067  -0.0081  0.0004
Si  7.5917  12.5683  8.7656  0  -0.0002  -0.018
Si  11.5527  12.7456  9.0035  0.0035  -0.0007  -0.0013
Si  2.0147  4.1616  9.2851  0.0011  -0.0009  -0.0096
Si  5.6537  4.1275  9.3745  -0.0155  -0.0059  0.0102
Si  9.7535  3.9796  9.4015  -0.0062  -0.0062  0.0058
Si  13.6411  4.0342  9.4124  0.0181  -0.0108  -0.0063
Si  -0.07  10.1946  9.3326  0.0021  -0.007  0.0036
Si  3.8109  10.4748  8.9752  -0.0078  -0.0169  0.0072
Si  7.6626  10.3264  9.2856  -0.0007  -0.0145  0.0162
Si  11.56  10.4144  9.4678  -0.0217  -0.0062  -0.0018
Si  0.2097  3.6635  10.6519  -0.0128  0.0108  0.0116
Si  3.7994  3.3379  10.5829  0.0061  0.0138  0.0058
Si  8.1938  3.3723  11.1057  -0.001  0.0039  -0.0008
Si  11.7051  3.4503  10.6042  -0.0155  0.0106  0.012
Si  2.0512  9.8376  10.3647  0.0001  0.0217  0.0033
Si  5.5835  9.9307  10.3598  0.0057  0.0194  0.0014
Si  9.5599  9.9554  10.695  0.0191  0.0236  -0.0246
Si  13.4563  9.6431  10.6961  -0.0002  0.0289  0.0056
Si  -0.3013  0.642  10.8954  -0.0127  0.0124  -0.0136
Si  4.0125  0.987  10.8135  -0.0053  0.003  0.0125
Si  7.1756  0.4901  10.9326  -0.0056  0.0035  0.013
Si  12.0081  1.1281  11.0251  -0.0202  -0.0085  -0.0161
Si  2.6014  7.6041  10.8412  0.008  -0.0111  0.0029
Si  5.6664  7.6058  10.5777  0.0134  -0.0052  -0.0136
Si  8.7131  7.0072  10.8998  -0.0059  0.0261  0.0062
Si  13.308  7.2905  10.9145  -0.0058  -0.0033  -0.0211
O  13.616  13.7353  11.3156  0.0206  0.0005  0.0095
O  5.6164  13.7372  11.2487  0.0043  -0.0174  0.0002
O  5.9441  0.5148  26.3839  0.028  -0.0013  -0.0083
O  11.6332  -0.0851  25.3619  0.0017  0.0074  0.0364
O  3.116  7.97  15.3956  -0.0001  -0.0009  0.0089
O  7.1065  7.1193  11.2982  -0.0047  -0.0063  -0.0002
O  7.8161  6.7782  26.6239  -0.0002  0.005  0.0111
O  0.0573  6.7596  26.5795  0.0138  0.0027  -0.0056
O  8.2589  3.4013  12.7615  0.0048  0.0126  -0.0167
O  3.0377  13.1645  11.9911  0.0174  0.0094  0.0011
O  9.5118  10.7232  12.1684  0.0029  -0.0055  -0.0018
O  13.4869  10.2947  12.243  -0.0088  -0.0005  -0.0158
O  11.9411  6.8689  11.7503  -0.0069  0  0.0108
O  4.1796  7.229  11.2737  -0.0099  -0.0039  0.0025
O  9.4105  5.8983  11.8898  -0.0164  -0.0075  0.0069
O  3.9274  3.9526  12.12  -0.0019  -0.0008  -0.0304
O  7.6965  12.5251  12.2647  -0.0002  -0.0023  0.0066
O  5.0407  10.8315  11.6815  -0.0067  0.0039  -0.0179
O  2.089  10.6573  11.8049  0.0013  -0.01  -0.0031
O  15.9674  2.051  10.7535  -0.003  -0.006  0.005
O  11.5412  4.2633  12.0648  0.0027  -0.0091  -0.0032
O  11.2805  13.394  12.3893  0.0068  -0.0008  -0.0127
O  -0.8537  6.6748  11.7204  -0.0031  -0.0151  0.0111
O  0.4089  12.6683  12.125  0.0022  -0.0081  0.0215
O  13.0088  7.1438  25.8438  0.0064  -0.0009  -0.009
O  3.652  1.1122  25.143  0.0039  -0.0058  -0.013
O  8.3091  1.477  25.6368  0.0039  -0.0067  0.0101
O  5.2307  6.7595  25.8832  0.0119  -0.004  0.0006
O  7.7437  9.7275  25.6027  -0.0019  0.0065  0.0351
O  2.4725  3.4185  25.9858  -0.0099  0.0185  0.012
O  11.733  9.5093  26.1391  0.0028  0.0174  -0.0024
O  4.0512  -1.3179  26.0989  -0.001  0.0176  -0.0038
O  10.3477  7.2506  25.9304  -0.013  -0.002  -0.0029
O  10.235  3.9185  25.776  0.0006  0.0014  0.012
O  5.859  3.5283  25.9552  0.0023  0.0012  0.0092
O  13.7075  0.1857  26.8484  -0.0237  -0.0078  -0.008
O  0.4732  1.2617  25.9433  0.0117  0.0055  0.0258
O  2.5379  6.8261  25.6588  -0.0095  -0.0008  -0.002
O  0.4888  10.5479  25.3295  0.0099  -0.0131  -0.0068
O  13.7673  3.7389  25.7504  0.0038  0.009  0.0143
Si  10.3568  13.7547  17.6456  0.0032  0.0034  -0.0041
Si  12.2142  -0.7464  23.9702  0.0041  0.0045  0.0008
Si  9.8131  11.5221  15.6859  0.0088  -0.0097  -0.0003
Si  10.4455  3.9091  24.1685  -0.0075  0.0096  0.0024
Si  16.202  10.1888  21.1724  0.0036  0.0028  0.0019
Si  13.5788  3.4652  24.1651  0.0113  -0.0037  0.0068
Si  11.0036  13.5569  13.9842  0.0152  0.0067  0.0104
Si  1.4796  3.0158  20.4707  0.0064  -0.0039  0.0032
Si  17.4313  8.5004  16.4082  0.0024  -0.0038  -0.0065
Si  0.7477  4.4417  13.7734  -0.0054  -0.0132  -0.014
Si  4.5228  12.9986  17.5616  -0.0064  -0.0061  -0.0046
Si  12.9057  14.3795  16.195  0.0045  -0.001  -0.0048
Si  4.4819  3.3248  20.6164  -0.0028  -0.0021  0.0054
Si  7.7774  9.6258  23.9664  0.0112  0.023  0.0118
Si  8.2387  15.2565  14.095  -0.01  -0.0069  -0.0073
Si  10.7679  9.4222  23.0647  -0.0077  0.0135  0.0069
Si  15.1146  6.7948  17.3214  0.0019  0.0004  -0.0138
Si  -4.6352  9.7099  17.909  0.0038  -0.0073  -0.0038
Si  5.3123  8.1433  22.7211  0.0049  -0.0049  -0.0002
Si  11.6996  8.0334  25.4549  0.0052  -0.0113  0.0102
Si  11.1542  8.0262  20.4046  -0.0018  -0.0039  0
Si  5.3868  13.8184  14.5909  -0.0037  -0.005  -0.0125
Si  5.7501  3.5746  24.3326  -0.0026  0.0236  0.0174
Si  11.6896  3.6936  20.4199  -0.0016  -0.0008  0.0044
Si  -1.0043  4.8519  21.5723  0.0019  0.0041  0.0022
Si  15.6357  0.5693  16.9818  -0.0003  -0.0001  -0.0088
Si  4.6111  8.5974  15.2573  -0.0009  -0.0103  -0.0068
Si  3.9421  7.5824  25.3316  0.003  -0.0001  0.0188
Si  2.9912  2.5484  24.721  -0.0067  -0.0015  0.01
Si  1.8923  12.1098  12.5027  0.0016  -0.0133  -0.0048
Si  10.9527  5.7472  12.4252  0.0098  0.0052  0.0061
Si  0.0311  13.1649  20.1805  0.0022  -0.0019  -0.0008
Si  3.9326  10.2853  20.7853  -0.0017  0.0034  0.0025
Si  -0.165  11.2163  23.9768  -0.0028  0.0045  0.0055
Si  10.1883  3.9893  17.6415  -0.0035  0.0046  -0.0014
Si  3.8392  3.6724  13.7258  0.012  0.0017  0.006
Si  19.541  9.9629  17.7712  0.0017  0.0016  -0.0089
Si  7.936  12.1837  22.111  0.0033  -0.0021  0.0126
Si  0.2407  7.155  12.8391  -0.0026  0.0107  -0.0033
Si  14.1225  4.3002  15.8681  -0.0073  0.0016  -0.0036
Si  14.1083  9.7917  13.6736  -0.0003  0.0082  0.001
Si  0.3617  1.3842  24.3082  -0.0019  0.0102  0.0023
Si  2.3789  2.3721  17.6069  -0.0047  0.0013  -0.0079
Si  6.4568  5.3855  22.1439  0.002  0.0036  0.0088
Si  8.1899  1.8073  24.031  0.0013  -0.0072  0.0107
Si  0.8401  11.1333  15.1316  -0.004  -0.0166  0.0026
Si  12.7808  8.513  16.1132  -0.0033  -0.0059  -0.0045
Si  9.6811  5.4857  21.8622  -0.0026  0.004  0.0069
Si  8.2442  11.2166  13.0656  -0.0077  0.0018  -0.0077
Si  5.451  10.8319  13.2693  -0.003  -0.0054  0.0008
Si  11.5739  5.846  15.4163  0.0084  -0.0013  -0.0037
Si  5.5098  5.8341  15.4612  0.0018  0.0088  -0.006
Si  5.3128  13.0279  20.4344  -0.0129  0.0034  0.0053
Si  -1.0666  7.6073  20.322  0.0013  0.0012  0.0022
Si  7.5607  4.2199  16.5692  -0.0067  0.0128  -0.0041
Si  -2.9272  13.5461  21.3288  0.0051  -0.0024  0.0022
Si  4.7126  4.1222  17.5178  0.0036  0.0007  -0.0074
Si  10.2976  -0.7335  20.0044  0.0019  -0.0011  0.0046
O  14.8642  5.2195  16.9924  0.0004  -0.0057  0.004
O  11.2438  4.0351  18.8814  0.0021  0.0025  0.0024
O  16.5994  9.6014  15.566  -0.0046  0.0136  0.003
O  13.0551  5.2542  15.0819  -0.0032  0.0043  0.0024
O  12.1523  14.4465  14.7407  -0.0133  -0.0029  -0.0083
O  9.4864  12.7073  16.7544  -0.006  0.002  0.0072
O  5.58  12.9182  18.8132  0.0013  0.0013  -0.0038
O  11.6326  7.3556  16.0314  0.0018  -0.0031  0.0027
O  16.6322  7.2005  16.9296  0.0014  -0.0005  0.0071
O  0.4248  12.7125  23.6773  0.0104  -0.0078  -0.0282
O  15.1837  3.682  14.7899  0.0172  0.0028  -0.0106
O  11.7624  -0.5364  20.6627  -0.0004  0.001  -0.0041
O  6.9713  10.2041  13.1995  0.0079  -0.008  0.0076
O  6.866  14.382  14.216  0.017  0.0098  0.0134
O  6.6931  -0.1253  21.2157  0.0124  -0.0018  0.0008
O  11.9726  13.6437  17.3344  -0.002  -0.0041  0.0016
O  12.3636  9.5341  17.3296  -0.0026  0.0034  0.0015
O  13.6746  11.3384  24.1423  -0.0016  -0.0058  -0.0099
O  9.132  -1.0956  21.0837  -0.0018  -0.0013  -0.0056
O  14.7616  6.4543  21.4277  -0.0005  -0.0039  -0.0036
O  8.5816  11.4188  14.6392  -0.0137  -0.0026  -0.017
O  1.1881  14.6364  16.644  0.0002  0.0008  0.0073
O  2.9215  16.2793  21.1382  0  -0.0004  -0.0064
O  3.4269  16.1853  16.8262  -0.0005  0.0006  0.0014
O  12.3114  0.5057  22.929  0.0011  -0.0018  0.0011
O  17.1822  7.2201  12.1606  0.0208  0.009  -0.0033
O  14.2379  4.5872  23.1739  -0.0036  -0.0025  -0.0006
O  4.0831  7.7427  23.724  -0.011  -0.0044  -0.0016
O  4.8188  9.4052  21.829  0.0022  0.0008  -0.0062
O  10.8219  4.8774  16.4529  0.0024  0.0086  -0.0039
O  -0.2829  8.5854  13.3946  0.0154  -0.0201  0.0056
O  5.7444  6.8302  21.8389  -0.0021  0.0062  -0.0057
O  11.9473  2.1265  20.7692  0.001  0.0009  -0.0063
O  4.583  9.7591  14.1246  0.0021  0.0132  -0.0086
O  12.7753  7.8215  20.2976  0.0002  -0.0006  -0.0024
O  14.1917  7.811  16.4569  -0.0044  0.0052  -0.001
O  3.9553  11.5054  17.2659  -0.0005  0.0076  0.0021
O  6.6222  8.5576  23.5894  -0.0084  -0.0153  -0.0047
O  2.346  9.9181  20.996  -0.0011  -0.0003  -0.0052
O  10.934  9.2639  21.4517  -0.0006  0.0076  0.0053
O  -0.2002  8.9786  20.5702  0.001  0.0024  -0.0048
O  4.1712  3.3595  23.9229  -0.0033  -0.0031  -0.0114
O  8.4786  0.5307  23.0848  0.0004  0.0024  -0.0077
O  0.447  6.0473  14.0216  0.0041  -0.0038  0.0129
O  4.29  14.9461  14.0803  -0.0119  0.0053  0.0067
O  3.2688  13.9107  18.1003  0.0032  -0.005  0.0021
O  10.3318  6.7537  21.0436  0.0021  -0.0015  -0.0043
O  4.5295  3.9576  19.1119  -0.0017  0.0016  -0.004
O  1.6652  15.9869  18.8458  -0.0012  0.0022  -0.0017
O  9.9377  13.4747  19.197  0.0007  -0.0046  0.0012
O  4.8648  14.5661  20.7478  0.0001  0.0008  -0.0049
O  -2.3914  4.4961  20.7535  0.004  0.002  -0.0023
O  -0.6171  6.9991  18.893  -0.0014  0.0003  0.0108
O  9.546  14.2795  14.1091  -0.0049  -0.0016  0.0062
O  -1.3589  0.6383  20.957  -0.0034  0.0011  -0.002
O  0.2644  3.9765  21.0017  -0.0035  0.0032  -0.0041
O  10.0017  10.1002  16.5121  -0.0014  0.0047  0.0009
O  10.126  5.3726  23.4555  0.0054  -0.002  -0.0024
O  6.6815  2.3679  23.7346  -0.0092  -0.0072  -0.0139
O  4.8729  4.7301  14.4306  -0.0083  -0.0116  -0.001
O  5.6131  4.206  21.391  0.0048  0.0031  -0.0038
O  8.629  4.5174  17.7925  0.0006  -0.0034  -0.0036
O  18.0758  9.2531  17.7029  -0.0032  -0.0048  0.0003
O  13.3264  3.0816  16.6149  -0.0017  0.0037  0.0078
O  11.0438  12.0779  14.7319  0.0042  0.0032  -0.0008
O  10.3603  4.1398  21.2439  -0.0005  -0.0014  -0.0066
O  14.8652  11.0535  14.3679  -0.0068  0.0008  0.0032
O  5.2393  12.3253  13.905  -0.0017  -0.0064  0.0048
O  12.9217  9.2663  14.6703  -0.001  0.0005  -0.0011
O  8.2985  3.3536  15.4194  0.0031  -0.0104  -0.008
O  5.5224  7.3296  14.828  0.0015  0.0013  0.0041
O  8.0441  5.4643  21.7133  0.0008  -0.0015  -0.0064
O  10.5522  8.4019  18.9003  -0.0001  0.0047  -0.0042
O  15.3049  0.5429  18.5738  -0.0016  0.0007  0.0031
O  9.3363  2.8664  23.6049  0.004  0.0008  -0.0093
O  11.7003  8.3149  23.8436  0.0095  -0.0108  0.0003
O  7.0858  5.584  15.8096  0.0017  -0.0066  0.0094
O  4.7039  5.6513  16.9063  0.0002  -0.0005  0.0009
O  16.294  11.99  16.5098  0.0002  -0.001  -0.0007
O  1.6682  2.2409  23.8024  0.009  0.0074  -0.0072
O  9.2353  9.0869  23.5015  0.0073  -0.0073  -0.0108
O  5.0801  9.199  16.7201  -0.0005  -0.0009  -0.0007
O  4.196  11.9097  20.9315  -0.0016  -0.0019  -0.0047
O  1.9303  11.8397  14.1185  0.0111  0.0094  -0.0132
O  -1.0409  2.0915  23.8665  -0.0071  0.0094  -0.0121
O  10.7819  5.927  14.0153  -0.0035  0.0002  -0.0077
O  1.1191  1.4304  20.7511  0.0001  0.0008  -0.0053
O  2.2704  3.9683  14.1234  -0.0124  0.0042  0.0062
O  7.4696  10.9894  23.1205  -0.0036  -0.0027  -0.0019
O  4.5311  9.8534  19.3196  0.0032  -0.0017  0.013
O  11.9732  3.4006  23.842  -0.0004  -0.0017  -0.0109
O  10.5412  10.9521  18.8884  0.0007  0.0062  0.0021
O  6.3218  4.9913  23.7371  -0.0002  -0.0026  -0.002
O  0.3022  10.2722  22.7458  -0.0036  -0.0032  -0.0028
O  9.9849  2.4349  17.2335  -0.0029  -0.0054  0.0022
O  11.149  10.9545  23.4595  0.0004  0.0002  -0.008
O  14.2822  13.5341  16.098  0.0031  -0.0039  0.0078
O  5.1996  13.5986  16.2074  0.0065  0.0027  -0.0006
O  6.1919  16.3155  17.1351  -0.0012  -0.0024  0.0053
O  0.4521  11.6151  20.4313  -0.0005  0.0021  -0.0043
O  8.1681  14.5988  10.7871  0.0022  -0.0096  0.0051
O  3.6254  0.6267  27.739  0.0104  0.0052  0.0245
O  8.222  -0.8676  26.7493  -0.0058  0.0162  -0.0032
O  15.8207  4.1645  12.214  -0.0005  -0.0101  -0.0196
O  22.283  16.9084  10.577  0.0022  0.0027  -0.0026
O  -0.8787  10.0599  27.5594  0.0026  -0.0115  -0.0256
O  19.3876  -3.8214  26.0901  0.0044  0.0199  0.0057
O  9.4937  8.4016  11.206  -0.0101  -0.0206  0.0058

Results
free energy: -253273.177 eV
free energy less fixed offsets of O -568.88, Si -635.61 eV per atom: -6.677 eV

The program warned: the cutoff lies below the one the program advises for these potential files; the forces do not sum to zero within the program's tolerance; the exchange-correlation potential is rough where the density is thin.
